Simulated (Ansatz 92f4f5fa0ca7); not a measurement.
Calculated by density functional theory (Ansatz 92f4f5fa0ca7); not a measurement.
Periodic cell of 186 atoms, Si104O82, from a study of silicon, its oxide and their interface. The atomic structure is a simulated model.

Settings: functional r2SCAN; potential files Ansatz norm-conserving; basis plane waves; wave-function cutoff 1300 eV; density cutoff ratio 4; exchange-correlation grid ratio 1; k mesh 2 x 2 x 1, shifted by 0.5 0.5 0.5 of a step; self-consistency stop 5e-08 eV per atom in the density residual; occupations Fermi-Dirac, 0.05 eV; spin none; net charge 0.

Cell vectors (angstrom)
a 11.5403 0 0
b 0 11.5403 0
c -0.9255 3.9571 24.7305

Atoms and the computed forces on them: element, x, y, z (angstrom), force x, y, z (eV/angstrom)
Si 2.7506 -0.2576 -0.02 0.2186 0.1433 -0.4403
Si 2.49 2.8236 0.249 -0.1358 0.0287 -0.6409
Si 2.2202 5.9154 -0.3176 0.0094 -0.1772 -0.1188
Si 6.3143 -1.0239 0.5496 -0.3218 -0.1222 -0.8064
Si 6.4384 2.0643 -0.0738 0.0128 -0.0414 -0.4591
Si 6.4019 7.3833 0.0106 -0.0988 0.1489 -0.4265
Si 10.1928 0.0024 -0.3533 -0.0665 -0.0091 -0.3375
Si 10.1879 3.0412 0.3722 0.0013 0.3183 -0.6952
Si 10.0343 6.1484 0.2085 -0.1615 -0.1755 -0.4934
Si 4.3193 -0.8571 1.6423 -0.0893 0.1545 -0.2119
Si 4.5446 2.8381 1.3159 0.2581 -0.1105 -0.0767
Si 4.2892 6.6949 0.9735 0.057 -0.1636 -0.1675
Si 8.4501 -0.9116 1.3518 0.2443 0.1096 -0.3046
Si 8.1612 2.8176 1.4666 -0.163 -0.1108 -0.1233
Si 8.1395 6.6888 1.5052 0.0787 0.0485 -0.0771
Si 12.1515 -0.8247 0.9515 -0.0373 0.207 -0.1561
Si 12.1445 2.8773 1.6216 0.0356 0.0585 -0.2508
Si 12.0913 6.5887 1.2717 -0.1297 -0.1165 -0.1807
Si 4.4554 1.047 2.8659 0.0154 -0.2371 0.2059
Si 4.4739 4.8703 2.5578 -0.093 0.0094 -0.2254
Si 4.2823 8.5769 2.6096 0.0022 -0.0423 0.1019
Si 8.2626 0.9034 2.7962 0.0249 -0.0586 0.3347
Si 8.0771 4.7755 2.8115 -0.0909 0.1574 0.1228
Si 8.3578 8.668 2.7373 0.1523 -0.0129 0.1156
Si 12.1305 0.8221 2.701 0.032 -0.0506 0.2133
Si 12.1204 4.8496 2.8192 0.0672 -0.0397 0.3302
Si 12.1276 8.7195 2.457 -0.0221 0.024 -0.1813
Si 2.5043 0.9039 4.1169 0.0834 0.0748 -0.0484
Si 2.5858 4.8535 4.0401 -0.1031 0.1518 -0.0242
Si 2.4308 8.7026 4.0254 0.122 -0.074 0.0443
Si 6.3546 0.897 4.1941 -0.1092 0.1296 -0.0822
Si 6.1924 4.8815 4.1565 0.1694 -0.0918 -0.006
Si 6.2871 8.6678 4.0132 -0.0249 0.0167 -0.1643
Si 10.21 0.8608 4.0765 -0.0913 -0.1569 -0.1267
Si 10.1206 4.8027 4.0619 0.1064 0.0585 -0.1488
Si 10.3009 8.6541 4.0243 -0.2268 -0.0176 0.0434
Si 2.5554 -0.9751 5.5587 0.0346 0.0199 0.0161
Si 2.5223 2.8824 5.3228 -0.0839 -0.0874 0.002
Si 2.5148 6.8063 5.4142 -0.1693 -0.1844 -0.0856
Si 6.3719 -1.0432 5.5544 -0.1135 0.0798 0.0018
Si 6.2335 2.8919 5.3873 0.0133 -0.2621 0.0294
Si 6.217 6.8266 5.4975 0.1875 0.0443 0.1132
Si 10.1605 -1.0241 5.4954 0.1613 0.0731 0.0077
Si 10.1365 2.8255 5.2931 0.0364 -0.0773 0.1189
Si 10.2672 6.738 5.4025 -0.1074 0.1698 0.1734
Si 4.5333 -0.9656 7.0249 -0.0906 -0.0053 0.0472
Si 4.3568 2.9423 6.7798 0.029 -0.0838 -0.1202
Si 4.2803 6.8998 6.9725 -0.0096 0.1577 0.1097
Si 8.2864 -1.0562 7.004 0.0267 -0.1307 0.0823
Si 8.1914 2.7183 6.6116 -0.0748 0.078 -0.2836
Si 8.2747 6.7562 6.669 0.1128 0.1741 -0.3894
Si 12.0778 -0.9798 6.833 -0.0007 -0.128 -0.1222
Si 12.0948 2.8052 6.5307 -0.0175 0.2029 -0.2283
Si 12.2034 6.7695 6.8484 0.3195 -0.0685 -0.267
Si 4.5052 1.1207 8.2312 0.0419 0.027 0.2556
Si 4.2098 4.8444 8.1638 -0.1668 -0.1205 0.2164
Si 4.4672 8.7482 8.6217 0.0706 0.0496 0.118
Si 8.2053 1.0329 8.261 -0.1092 0.083 0.1491
Si 8.1265 4.7032 7.7184 0.1361 -0.0617 -0.0051
Si 8.4365 8.433 8.3011 -0.0746 -0.1828 0.3997
Si 12.0386 1.0368 8.0232 0.0133 0.001 0.2304
Si 12.1267 4.6414 7.8743 0.1908 0.0318 0.1216
Si 12.3029 8.7353 8.2953 -0.2966 -0.0859 0.2262
Si 2.4385 1.1473 9.2923 0.0112 0.1643 0.5533
Si 2.2434 4.2262 9.4882 -0.2804 -0.1321 0.528
Si 2.5005 9.5843 9.9419 -0.1406 -0.0831 0.3272
Si 6.3612 1.7903 9.677 -0.0166 0.1464 0.6463
Si 6.3134 4.8449 9.139 0.0169 0.1455 0.7857
Si 6.5626 7.9282 9.6725 0.1396 -0.3027 0.3774
Si 10.186 1.5037 9.4411 0.074 0.5073 0.7908
Si 10.0768 4.4991 8.8783 -0.0942 -0.1215 1.1158
Si 10.5201 7.5798 9.4377 0.0756 -0.0144 0.0707
Si 3.7962 7.6891 15.2561 0.0834 0.0254 -0.0982
Si 8.2959 9.3952 15.0407 0.0935 -0.0067 0.1721
Si 10.551 5.0042 15.287 0.0383 0.0423 -0.0231
Si 7.2533 12.723 12.5994 0.1067 0.1636 0.1647
Si 6.3229 11.7889 15.3111 0.0601 0.0223 0.0569
Si 6.5495 7.2841 16.4964 0.1128 0.0131 -0.0124
Si 0.7351 6.1939 11.5133 -0.0448 -0.3022 0.1352
Si 8.6571 3.6441 13.7455 -0.0484 0.0333 -0.1898
Si 1.1828 11.085 17.0548 -0.0919 -0.0405 -0.1413
Si 8.0911 12.213 20.0157 0.1347 -0.074 -0.334
Si 9.6948 6.0142 12.8139 -0.2205 -0.1929 0.1445
Si 7.735 14.5234 21.9492 -0.1271 -0.02 -0.1446
Si 9.7861 -0.365 12.0021 0.0425 0.0291 0.0043
Si 2.0364 8.3819 12.9446 -0.074 -0.0389 0.1332
Si 8.2998 8.6649 12.0515 -0.0279 -0.0598 0.0509
Si 4.4349 1.5935 19.7973 0.0509 -0.1429 -0.0177
Si 1.9127 5.4757 16.5038 -0.1464 -0.0223 -0.026
Si 0.7431 9.4285 19.339 -0.0445 -0.3516 -0.0666
Si 2.1051 6.9347 19.2923 -0.1438 -0.0782 0.0913
Si 11.2932 10.1656 14.4186 -0.0168 -0.0171 0.2179
Si 3.9918 10.4203 16.5287 0.0466 0.0366 -0.0245
Si 8.0048 4.4642 16.4686 0.0082 -0.0896 0.0878
Si 1.0929 11.2862 21.5654 0.0162 0.0513 -0.0974
Si 5.7007 5.5397 21.7339 -0.1099 -0.0274 -0.0381
Si 5.5929 10.5708 19.2659 -0.0396 -0.1243 0.0297
Si 6.1724 14.0815 17.5483 0.2101 0.0112 -0.1043
Si 7.5771 11.6842 22.8336 0.1406 -0.4013 0.0063
Si 10.8768 11.6638 19.3299 -0.4001 0.1418 -0.0741
Si 2.7554 13.8618 21.9886 -0.0165 0.237 0.0228
Si 3.0059 4.6757 20.6421 -0.1999 0.2043 -0.0899
Si 5.247 7.6515 19.4262 0.0057 0.0715 0.0024
Si 3.5335 14.9992 17.9311 -0.0317 0.1186 -0.1868
O 2.3499 4.2641 -0.6434 0.1362 0.2655 0.5756
O 3.4577 -1.1576 -1.219 -0.1934 0.1861 -0.1421
O 4.5454 11.5407 20.0489 0.1827 0.2335 -0.1985
O 1.723 6.5968 -1.745 0.2447 -0.1127 0.0903
O 2.5472 1.337 -0.5672 0.0976 -0.2113 0.5824
O 11.8993 0.5283 18.0963 0.0748 -0.3325 0.1645
O 4.1722 4.9657 21.7218 0.0768 0.0014 -0.1287
O 6.7613 15.8232 21.708 0.0117 -0.0868 0.1586
O 4.2501 2.2398 21.2859 -0.2328 -0.0366 -0.0291
O 7.2057 13.2752 22.8844 0.1771 0.1065 -0.2508
O 2.7394 11.4533 16.7334 -0.0511 -0.2441 0.0903
O 9.9786 -0.4838 -1.9354 -0.1117 0.0356 0.5168
O 1.6398 10.2374 20.4451 -0.3024 0.106 0.0223
O 5.8509 6.5101 20.422 -0.1476 -0.064 0.1835
O 2.0293 3.4414 21.054 0.4787 -0.1325 0.1571
O 9.7711 7.2749 -0.9723 -0.1158 -0.0431 -0.0473
O 8.1242 11.3006 21.3585 -0.1989 0.313 0.0929
O 10.3095 0.6281 10.8453 -0.1618 0.0736 -0.3329
O 2.3663 9.0538 11.5 -0.0316 0.0371 -0.2664
O 2.3325 2.6495 10.0986 0.1058 0.1064 -0.7487
O 2.4103 -0.2905 10.1742 0.0709 -0.3257 -0.527
O 7.0104 11.3582 19.1266 -0.0614 0.1365 0.2123
O 7.1281 5.7931 16.517 0.0769 0.0293 -0.0435
O 3.4233 8.234 13.7723 -0.1491 -0.0319 0.1375
O 6.3971 3.4318 10.0246 -0.0419 -0.4192 -0.5313
O 10.2118 3.6817 14.3327 -0.371 0.3688 0.1174
O 6.4001 12.7121 11.2231 0.0655 0.1596 -0.486
O 6.3734 12.8155 16.5682 -0.0893 0.0014 -0.0801
O 6.9639 8.618 11.1319 0.0658 -0.1551 -0.3034
O 9.9454 6.0174 9.5404 0.4352 0.5788 0.1016
O 11.9302 11.0075 15.6474 0.0623 -0.0721 0.0664
O 10.1239 3.1332 9.8957 -0.0087 -0.1591 -0.9643
O 10.0852 6.3062 14.3883 -0.0162 -0.3042 -0.2327
O 9.4578 9.6734 11.4508 -0.0114 0.014 0.0872
O 6.4607 6.2741 10.0031 -0.1005 0.3055 -0.5453
O 9.5895 4.8407 16.6013 -0.1538 -0.0504 -0.3619
O 2.0008 5.9169 20.5372 0.3734 -0.0892 -0.2725
O 8.3194 11.525 12.5778 0.0686 -0.0198 -0.0656
O 0.1157 7.4466 10.6634 -0.1194 -0.1223 0.0132
O 12.4299 9.1585 13.826 0.0817 -0.065 -0.1721
O 5.9293 7.5315 17.9657 -0.077 -0.0255 0.0276
O 4.9871 10.3544 17.7917 -0.0919 0.0498 0.0162
O 3.4412 8.9205 16.2565 0.0867 0.0372 -0.0935
O 1.7819 5.2336 10.7192 -0.0244 -0.0456 -0.0967
O 1.2688 9.6426 17.8159 -0.102 0.2448 0.1963
O 8.2321 2.4578 12.7732 -0.1239 -0.0792 0.0548
O 5.3877 7.3845 15.362 -0.1652 0.097 0.1815
O 9.1372 7.2852 12.0254 -0.014 0.1309 0.0265
O 6.3005 12.5775 13.8913 0.2074 -0.1091 -0.0585
O 10.8834 -0.3782 13.1992 -0.2985 -0.1338 -0.178
O -0.775 10.0184 19.3866 0.5586 0.3648 -0.0239
O 7.8029 8.9498 13.5607 0.1512 0.0256 -0.0848
O 4.9287 10.9485 15.3124 0.0848 0.0156 0.2182
O 7.6421 10.8379 15.4212 -0.1998 -0.0496 -0.1421
O 9.9326 9.4604 15.0115 -0.0031 0.1262 -0.2197
O 5.7952 13.687 19.0864 -0.2193 -0.0952 -0.0235
O 12.0787 5.2094 15.6998 0.018 0.0239 0.0609
O 6.2763 0.422 -0.3214 0.166 0.1719 0.2165
O 6.0914 9.0084 -0.1773 0.2961 0.1382 0.4073
O 10.1107 4.5577 -0.4019 0.0202 0.0323 0.7873
O 1.6877 6.3082 17.8642 0.1402 -0.0572 0.0235
O 12.4032 7.8897 19.6836 0.2376 0.1915 -0.1911
O 7.5262 3.4316 17.6226 -0.2412 0.0109 -0.1998
O 3.7097 4.5136 19.1658 -0.1631 -0.1441 0.1562
O 5.6612 9.1263 20.0039 -0.0936 0.0581 -0.2648
O 7.6998 3.7011 15.0531 0.2584 0.1481 0.0541
O 7.7565 8.3207 16.1382 -0.1909 0.0107 -0.1569
O 8.464 4.9639 12.8202 0.3716 -0.0645 0.1558
O 8.0102 13.7817 20.5139 -0.0892 -0.0101 0.3849
O 7.1292 6.9453 -1.4417 0.0277 0.3308 0.3134
O 1.532 6.8544 12.7476 -0.0687 0.1978 -0.2454
O 2.222 12.3694 21.8735 -0.0297 -0.0211 -0.0123
O 4.895 14.9533 17.0363 -0.0488 -0.2071 0.34
O 6.7553 2.5182 -1.6488 -0.0993 -0.2792 0.3028
O 10.2377 1.6666 -0.5849 -0.1424 -0.5041 0.4827
O 11.3957 12.0894 20.8339 0.2052 -0.3239 -0.0811
O 9.4136 12.2558 19.0696 0.0048 -0.1629 0.3293
O 2.9602 6.3321 15.6044 -0.0249 0.1049 0.1065
O 3.2698 13.5644 18.7025 0.2985 0.1714 0.1652
O -0.5325 5.364 12.103 0.0725 0.3197 -0.1185
O 3.613 7.5744 19.266 0.0001 -0.0803 0.064
O 2.401 3.9709 16.9059 0.1417 0.1542 0.174

Results
free energy: -50295.414 eV
free energy less fixed offsets of O -463.61, Si -117.95 eV per atom: -12.594 eV
pressure: -1.83 GPa
stress xx, yy, zz, yz, xz, xy (GPa, positive in tension): 1.26, 2.61, 1.62, -0.1, 0.01, -0.22

The program warned: the forces do not sum to zero within the program's tolerance.
